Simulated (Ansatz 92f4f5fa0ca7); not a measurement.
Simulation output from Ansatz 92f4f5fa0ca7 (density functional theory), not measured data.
Periodic cell of 197 atoms, Si117O80, from a study of silicon, its oxide and their interface. The atomic structure is a simulated model.

Settings: functional PBE; potential files Ansatz PAW; basis plane waves; wave-function cutoff 700 eV; density cutoff ratio 5; exchange-correlation grid ratio 2; k mesh 2 x 2 x 1, shifted by 0.5 0.5 0.5 of a step; self-consistency stop 5e-08 eV per atom in the density residual; occupations Fermi-Dirac, 0.05 eV; spin none; net charge 0.

Cell vectors (angstrom)
a	11.5983	0	0
b	0	11.5983	0
c	3.6655	2.4418	26.6012

Atoms and the computed forces on them: element, x, y, z (angstrom), force x, y, z (eV/angstrom)
Si	-2.4603	3.6367	-1.9379	-0.0112	0.1486	-0.3588
Si	9.6871	1.7613	-0.554	-0.0834	-0.4978	0.1068
Si	9.8622	10.1978	-0.7108	-0.0174	-0.3452	-0.1377
Si	1.9261	1.8255	-0.4854	-0.165	-0.0206	-0.0353
Si	2.0428	4.6187	-1.5556	-0.3835	0.1183	0.0252
Si	2.544	10.3615	-0.9169	-0.4558	-0.0302	0.5381
Si	5.8069	1.3249	-0.3247	0.0313	0.3735	-0.395
Si	5.7507	6.3328	-0.4672	-0.0237	0.0216	-0.2159
Si	5.928	8.7315	-0.4238	0.156	-0.1457	-0.052
Si	0.0294	1.8722	0.8131	0.0463	-0.1333	0.0836
Si	1.429	5.5756	0.6019	0.0168	0.0736	-0.0447
Si	0.4279	9.6622	0.3359	-0.1868	0.1352	-0.1949
Si	3.9238	1.9392	0.8655	-0.082	0.0344	-0.0143
Si	4.1453	3.8419	2.2027	0.0629	0.0091	-0.0575
Si	4.112	9.5795	0.8493	-0.3088	-0.2239	0.1028
Si	7.8345	1.6849	0.8381	-0.071	-0.2177	0.16
Si	7.8765	5.4614	0.3776	-0.1368	-0.1076	-0.3677
Si	7.9868	9.4619	0.6121	0.0752	0.1451	-0.0121
Si	0.3865	3.8436	2.0012	-0.0474	0.1411	0.0563
Si	0.4773	7.6297	1.7156	0.1072	-0.0609	-0.2047
Si	0.2331	11.4231	2.0089	0.136	0.0408	0.0116
Si	3.8802	5.8026	0.9558	-0.0789	0.0934	0.464
Si	4.0891	7.6979	2.2838	-0.0762	0.17	0.1644
Si	4.0937	11.5154	2.156	0.084	-0.0786	0.3123
Si	7.9244	3.7332	1.992	0.1389	-0.0806	0.1237
Si	8.2059	7.4351	1.8168	-0.0142	0.1791	0.1568
Si	7.9419	11.3208	2.1219	-0.0555	0.0235	0.0678
Si	9.9461	3.8144	3.3117	0.0485	0.0515	-0.0409
Si	10.1014	7.5532	3.2491	-0.0672	-0.111	-0.0991
Si	9.9227	11.3889	3.4318	-0.0132	-0.0754	0.0333
Si	2.1911	3.7559	3.473	0.1112	-0.0171	0.2132
Si	2.0924	7.7019	3.4646	0.2168	-0.1869	0.075
Si	2.1289	11.4554	3.4533	-0.0395	0.0088	-0.1116
Si	6.1117	3.7575	3.4713	-0.0371	0.0464	0.0976
Si	6.2457	7.5858	3.3265	-0.0216	-0.0936	-0.0854
Si	6.0562	11.411	3.5032	-0.0292	0.2004	-0.0613
Si	9.9451	1.8313	4.7124	0.0648	0.052	-0.07
Si	9.9818	5.6912	4.7541	-0.0464	-0.0248	0.0162
Si	9.9805	9.4442	4.7873	0.0755	0.0566	-0.1197
Si	2.2146	1.8078	4.7559	0.0955	-0.0273	0.1209
Si	2.1666	5.7267	4.7692	-0.1744	-0.0618	0.0637
Si	2.114	9.5682	4.8754	-0.0172	0.0216	0.0698
Si	6.0589	1.7916	4.7696	0.1301	-0.0432	0.0435
Si	6.154	5.715	4.784	-0.0161	0.0128	-0.0127
Si	6.2179	9.4581	4.8197	-0.0047	0.0836	0.0048
Si	0.3124	13.4665	6.0872	-0.0622	0.0655	-0.1125
Si	0.276	5.6911	6.1836	0.0416	-0.0645	-0.045
Si	0.2039	9.5251	6.3014	0.0395	0.0179	0.0897
Si	4.1366	13.4128	6.131	-0.0255	-0.0624	0.019
Si	4.154	5.7306	6.043	0.0224	0.0141	0.0109
Si	4.1893	9.5292	6.0187	-0.0182	-0.1291	0.0329
Si	7.9762	13.351	6.1088	-0.0001	0.1509	-0.1123
Si	8.0643	5.6777	6.2016	0.0554	0.0323	-0.0714
Si	8.1361	9.4677	6.3072	-0.1003	0.0161	0.1258
Si	0.2822	3.7599	7.5378	0.0609	-0.0438	0.0726
Si	0.2931	7.5329	7.6627	-0.0705	-0.0658	0.0738
Si	0.2275	11.6012	7.4946	0.0832	-0.0117	-0.0793
Si	4.0951	3.8166	7.4197	-0.0177	0.0223	-0.005
Si	4.2037	7.6498	7.4012	0.0326	-0.0493	0.0639
Si	4.2066	11.4107	7.4197	-0.0642	0.1386	-0.1072
Si	7.9607	3.6667	7.4831	-0.0349	0.043	0.0462
Si	8.1456	7.5003	7.7313	0.0762	-0.0723	0.0808
Si	8.0736	11.5174	7.627	0.0206	0.0071	-0.0389
Si	9.9082	3.1779	8.7159	-0.0349	0.0621	0.0162
Si	10.086	7.0653	9.1787	-0.1582	-0.232	-0.3077
Si	10.0047	12.3368	8.8146	0.0637	-0.1507	0.2149
Si	2.2479	3.9553	8.9392	0.1738	0.2337	0.0621
Si	2.3449	7.7117	8.8285	0.026	-0.0179	0.121
Si	2.2437	11.6234	8.7255	0.11	-0.108	0.0674
Si	5.9662	3.6853	8.861	0.0014	-0.081	0.0862
Si	6.0644	7.4799	8.8706	-0.2358	-0.2728	-0.0713
Si	6.0585	11.3902	8.9101	-0.2076	0.0778	-0.0587
Si	10.5517	12.0045	11.9423	-0.1049	-0.1246	0.2228
Si	9.8364	4.8666	10.3404	-0.3106	-0.0427	-0.1605
Si	10.4741	7.9022	11.3669	0.3293	0.1647	0.2944
Si	2.8712	13.548	9.9711	-0.5344	-0.1986	0.2164
Si	3.0415	5.9607	10.2745	-0.6261	0.1672	-0.0259
Si	2.297	9.7246	10.1026	-0.0285	0.0275	-0.2203
Si	5.2621	13.3254	10.0653	0.5223	0.1179	0.1493
Si	5.3714	5.5677	10.1833	0.5991	0.0027	-0.009
Si	6.0382	9.3733	10.2104	0.4077	0.0049	0.4429
Si	1.1232	14.1087	12.5758	0.113	-0.0842	0.1379
Si	-0.5095	5.0148	12.285	0.106	-0.1414	0.272
Si	0.6075	9.4661	11.7395	-0.082	-0.0381	0.2004
Si	5.2173	12.2533	12.8866	0.1707	0.0778	0.3003
Si	2.8864	7.8915	12.7937	-0.1692	-0.0954	0.0496
Si	4.1284	9.5533	11.5972	0.084	0.4871	-0.0202
Si	8.1099	11.1316	13.6716	0.0849	0.081	0.298
Si	7.415	5.5572	12.372	0.0014	-0.0317	0.1854
Si	8.3629	8.5122	12.2589	0.0587	-0.0493	0.2887
Si	3.0307	7.6844	15.9004	-0.0188	0.1417	0.2659
Si	5.9948	8.7112	22.6291	0.0501	-0.0249	-0.2044
Si	5.2314	6.3344	20.6971	0.1291	0.0615	-0.2819
Si	11.7049	2.9886	18.9381	-0.0462	-0.0611	-0.2397
Si	2.9651	14.7686	17.6314	0.0378	-0.1299	-0.0834
Si	1.6464	9.6981	20.9652	0.0663	0.1795	-0.0818
Si	9.0074	4.1615	14.5005	-0.0694	-0.2661	0.2525
Si	8.8506	1.4809	15.7111	0.0182	0.0173	0.0752
Si	13.4944	11.8126	22.9103	0.1368	-0.1124	-0.1956
Si	9.7318	5.0424	17.497	-0.0161	-0.0907	0.0043
Si	8.4325	7.9983	24.1174	0.1497	0.1736	-0.1257
Si	12.6642	6.5734	20.668	-0.1613	0.271	-0.3865
Si	10.3576	6.1303	22.5108	-0.1041	0.3015	-0.2089
Si	14.6552	13.2591	14.8693	0.1263	-0.0744	0.1741
Si	2.6833	10.7498	16.6799	-0.01	0.0859	0.0379
Si	4.5294	5.9068	17.8574	0.122	-0.0924	-0.0911
Si	14.1673	5.5389	22.1499	0.0664	0.0656	-0.093
Si	15.871	10.9415	21.4795	-0.1683	-0.0335	-0.1148
Si	11.7992	10.066	18.2976	0.0689	-0.0049	-0.072
Si	12.1339	7.0001	17.7015	0.0027	0.0281	0.154
Si	4.4768	12.3583	18.7554	-0.0466	-0.0325	-0.0332
Si	7.0548	4.8208	18.8667	0.0457	-0.0747	-0.1267
Si	7.2811	1.7898	18.1458	0.0183	0.1139	-0.1644
Si	0.8524	14.599	21.9767	-0.0554	-0.2243	-0.2637
Si	8.3252	13.0134	24.6181	0.4479	-0.1724	-0.2679
Si	9.6571	15.1994	23.316	0.1742	0.0715	-0.3011
Si	10.0324	0.7158	18.222	-0.0357	0.0807	-0.1943
O	8.8872	4.9156	-0.902	-0.2075	0.1664	0.358
O	3.6814	4.4774	-1.828	-0.1036	0.0417	-0.0069
O	10.316	11.775	10.3509	-0.072	0.2181	-0.3568
O	11.5869	10.8383	12.4262	-0.0321	-0.0268	-0.0264
O	11.2467	13.4234	12.3515	-0.0769	-0.0344	-0.0988
O	9.0645	11.8902	12.5897	0.1437	0.0432	-0.1269
O	8.3569	5.07	11.1236	-0.0008	-0.043	-0.1762
O	2.1761	13.5109	11.4932	0.2367	-0.0138	-0.1278
O	2.719	6.5464	11.8351	0.1892	-0.2114	-0.2167
O	1.4615	8.7249	12.9609	0.1231	-0.0667	-0.1281
O	6.5578	11.581	13.5272	-0.1128	-0.0348	-0.1526
O	5.7287	13.2371	11.6767	-0.2936	0.0101	-0.2586
O	5.8964	5.4414	11.7816	-0.2021	0.0873	-0.11
O	7.4842	9.2436	11.0884	-0.3341	0.2287	-0.3303
O	3.737	13.81	18.704	-0.0196	0.0132	0.0392
O	9.4552	7.3772	23.0122	0.0327	-0.1991	-0.0592
O	9.8258	11.7929	-1.1853	0.0277	0.2245	0.0751
O	11.6335	8.4778	18.1179	-0.0336	-0.0186	-0.0404
O	7.5053	8.9952	23.1849	0.0386	-0.0639	0.1164
O	14.0366	6.3479	23.5966	0.2653	0.052	-0.0326
O	2.7786	11.7563	15.4189	-0.0071	0.0308	-0.0622
O	2.0698	0.3585	-1.2395	0.3639	-0.2672	0.1235
O	17.1315	10.1838	22.1421	0.0356	-0.0268	0.0649
O	9.1908	11.6054	24.5801	-0.0172	0.0868	-0.03
O	5.8636	7.6747	21.3711	0.0249	-0.0252	0.1136
O	9.1865	13.7736	25.8764	-0.2687	-0.0659	-0.3111
O	1.3685	13.0666	22.0256	-0.0342	0.1136	0.072
O	11.1963	1.4466	19.0897	-0.0229	0.0195	0.0973
O	4.2657	6.9504	16.6574	-0.0501	-0.0134	-0.068
O	-0.3751	6.6509	12.2553	-0.0494	0.2833	-0.1776
O	3.2354	7.4057	14.3117	0.006	-0.1114	0.0559
O	0.9023	10.4075	19.7169	0.0362	-0.0289	0.1117
O	10.4887	3.8229	18.2622	0.0238	0.0185	0.093
O	10.2913	4.6946	13.6837	0.2307	0.1559	-0.3029
O	1.7555	13.7941	14.0478	-0.1714	0.0763	-0.3175
O	3.4454	4.6984	17.8094	-0.0143	0.0975	0.0771
O	7.0868	3.1918	18.9389	0.0248	0.0535	0.0851
O	3.1558	9.276	16.2121	0.017	-0.1389	-0.0742
O	4.2399	11.0427	12.3877	-0.087	-0.2301	-0.0314
O	15.1158	11.743	22.6819	0.0172	-0.0196	0.0121
O	9.0864	4.6381	16.0562	-0.0294	0.0367	-0.1137
O	1.6191	7.0832	16.4879	0.0978	-0.0012	-0.1567
O	9.0775	2.5233	14.49	0.0039	0.1624	-0.026
O	12.7163	10.7141	17.1206	0.0264	-0.0452	0.0266
O	8.3399	9.5225	13.5631	-0.088	-0.1307	-0.2209
O	4.1421	5.6014	21.6702	-0.0941	-0.0752	0.2392
O	10.3135	10.717	18.238	0.0221	-0.0052	0.0586
O	11.0789	6.3768	21.0725	-0.0771	-0.1215	0.166
O	12.9706	3.0877	17.9244	-0.0276	0.017	0.0824
O	6.4893	5.352	20.3074	-0.0994	0.0638	0.1427
O	10.1415	1.3295	16.6992	-0.0734	-0.0277	0.0678
O	7.6476	4.6644	13.7321	-0.036	0.0734	-0.2428
O	9.584	15.9902	24.7504	0.0203	0.0114	0.0847
O	8.509	5.4639	18.4956	-0.0105	0.0068	0.0632
O	10.8108	6.2101	17.2027	0.0539	0.0746	-0.0104
O	12.0768	3.4737	20.447	0.0345	-0.0022	0.2643
O	0.8767	4.1219	12.3782	0.136	0.1764	-0.0571
O	16.0167	13.1871	13.9706	0.0508	-0.114	-0.2122
O	13.6712	3.9897	22.4272	0.099	-0.0165	0.1831
O	9.3925	16.4155	22.265	-0.0065	0.0284	0.0532
O	3.626	11.249	17.9188	0.0155	0.0182	0.0253
O	7.5966	2.0757	16.5697	0.0306	-0.0562	0.0441
O	5.9624	0.8641	18.1303	-0.0262	-0.0275	0.0073
O	4.7115	11.9658	20.3115	-0.0292	0.0064	0.0819
O	12.7836	6.2888	19.0399	-0.0464	0.1395	0.133
O	7.7001	7.1124	12.7859	-0.1282	-0.1582	-0.0765
O	3.2995	14.2803	16.1147	-0.0177	0.0013	-0.0563
O	13.2113	11.8211	24.4941	-0.007	0.1185	0.1191
O	11.1525	14.6258	22.9653	-0.0065	0.0506	0.1414
O	12.914	8.1431	21.0219	0.0426	-0.1777	0.0293
O	11.5191	5.9103	23.6431	0.0722	-0.0822	0.2836
O	8.5713	13.9617	23.2802	0.0613	0.0578	0.1921
O	1.5987	3.0234	-1.6097	0.2734	0.0632	0.0783
O	8.5746	-0.0242	15.167	-0.0835	0.0096	-0.1682
O	1.4518	5.6174	-2.7325	0.0348	-0.1179	-0.0381
O	14.8657	9.8411	20.8128	-0.0301	-0.0243	0.0532
O	12.7872	10.4568	22.3348	-0.0038	-0.0362	-0.0054
O	6.0275	5.2885	17.6834	-0.0705	0.0118	0.0361
O	4.4523	6.6962	19.2939	-0.0014	0.0287	0.1296
O	8.5324	0.9747	18.8076	0.0309	-0.018	0.0763

Results
free energy: -119885.362 eV
free energy less fixed offsets of O -569.03, Si -635.61 eV per atom: 3.408 eV
pressure: -0.09 GPa
stress xx, yy, zz, yz, xz, xy (GPa, positive in tension): 0.3, -0.12, 0.1, 0.14, 0.15, -0.34

The program warned: the cutoff lies below the one the program advises for these potential files.
